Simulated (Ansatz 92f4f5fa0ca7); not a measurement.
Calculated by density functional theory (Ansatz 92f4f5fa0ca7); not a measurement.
Periodic cell of 151 atoms, Si88O61N2, from a study of silicon, its oxide and their interface. The atomic structure is a simulated model.

Settings: functional r2SCAN; potential files Ansatz norm-conserving; basis plane waves; wave-function cutoff 1300 eV; density cutoff ratio 4; exchange-correlation grid ratio 1; k mesh 2 x 2 x 1, shifted by 0.5 0.5 0.5 of a step; self-consistency stop 5e-08 eV per atom in the density residual; occupations Fermi-Dirac, 0.05 eV; spin none; net charge 0.

Cell vectors (angstrom)
a	10.88	0	0
b	0	10.88	0
c	0	0	21.6266

Atoms and the computed forces on them: element, x, y, z (angstrom), force x, y, z (eV/angstrom)
Si	-0.1787	0.2199	0.2249	-0.2059	0.1055	-0.272
Si	2.7544	2.4917	-0.1006	-0.2669	-0.288	0.6182
Si	-0.4499	5.7999	0.263	-0.1748	-0.1648	0.2599
Si	1.8736	9.0575	-0.7536	0.0028	0.1451	0.0076
Si	5.0034	0.3186	-0.4098	0.4897	0.1537	-0.1728
Si	8.5268	2.3333	-0.1092	0.0185	-0.6607	-0.6238
Si	4.9894	5.16	-0.5054	0.2241	0.0158	0.5134
Si	8.5242	8.1632	-0.1646	-0.6376	-0.2075	0.3077
Si	1.289	1.4736	1.4686	0.2547	0.1632	-0.1796
Si	4.1315	3.8787	1.2628	0.1752	-0.2545	-0.3215
Si	1.1946	7.2629	0.8536	0.2038	0.0688	0.1869
Si	3.5594	9.885	0.8167	-0.0916	0.0468	0.7427
Si	6.7381	1.2668	1.0602	-0.0145	-0.1618	0.0005
Si	9.5576	3.9214	1.3466	0.1787	0.0662	-0.0017
Si	6.1962	7.0947	1.2377	0.2891	-0.3198	-0.0669
Si	9.4687	9.6115	1.4207	0.1678	0.0842	-0.0828
Si	-0.0162	2.7615	2.8445	-0.1849	0.0021	0.0429
Si	2.608	0.1071	2.7237	0.0502	-0.1603	-0.1227
Si	0.0112	8.2417	2.6516	0.2107	0.0234	0.288
Si	2.9276	5.3624	2.643	-0.3788	0.5065	-0.1771
Si	5.5319	2.5828	2.5875	0.0057	0.038	0.013
Si	7.9759	-0.016	2.6561	-0.1408	0.0791	0.0096
Si	5.3205	8.1795	2.9604	-0.292	0.1113	0.096
Si	8.1977	5.2015	2.723	-0.5867	0.0239	-0.1749
Si	1.3614	4.2029	4.0618	0.1432	0.1252	-0.1233
Si	4.1319	1.3712	4.0444	0.052	-0.1273	0.0148
Si	1.3785	9.5044	4.1111	0.0478	-0.1099	-0.0604
Si	4.0595	6.7239	4.1966	-0.1753	-0.0477	0.1738
Si	6.8321	3.8774	4.0799	0.0321	0.0354	0.1102
Si	9.4047	1.3145	4.0728	0.0912	0.0352	-0.0373
Si	6.7446	9.5632	4.1856	0.0428	0.2218	0.0871
Si	9.5426	6.7748	3.9917	0.145	-0.2268	-0.1576
Si	-0.0797	-0.0465	5.4082	0.0627	-0.0421	0.1472
Si	2.7456	2.8028	5.3489	0.1061	-0.064	0.1601
Si	0.0047	5.4773	5.5292	-0.0628	0.002	0.067
Si	2.7834	8.1807	5.5614	-0.0646	0.0337	-0.0339
Si	5.4788	0.1113	5.5808	-0.0941	-0.0577	-0.1207
Si	8.1551	2.6505	5.595	0.0875	0.0127	0.0069
Si	5.4455	5.2766	5.3352	0.0211	-0.0653	-0.0779
Si	8.2145	8.1289	5.3791	0.0944	0.0362	-0.0495
Si	1.3004	1.4377	6.6173	-0.0418	0.059	-0.1966
Si	4.1483	4.0436	6.8372	-0.0896	0.1325	-0.0703
Si	1.4521	6.7973	6.901	-0.1322	-0.0506	-0.0325
Si	4.0912	9.693	6.9393	0.1877	-0.1674	0.009
Si	6.8656	1.3535	7.0837	-0.1992	0.1513	0.0532
Si	9.5367	4.0234	6.9646	0.139	0.02	0.0348
Si	6.9071	6.575	6.5221	-0.3211	-0.1962	0.4624
Si	9.5313	9.4264	6.8878	0.2262	0.0367	-0.1361
Si	0.0308	2.5555	8.2409	-0.0948	-0.1449	-0.3307
Si	2.6924	0.285	8.0467	-0.1583	0.0659	-0.2506
Si	0.242	8.2357	8.2524	-0.0361	0.0944	-0.17
Si	2.8142	5.4133	8.2381	0.2086	-0.0223	0.0188
Si	5.3966	2.7653	8.3908	0.0394	-0.1061	-0.2017
Si	8.1221	-0.2195	8.3825	-0.8307	-0.5237	-0.0952
Si	5.5767	8.687	8.4892	-0.4596	0.0951	-0.3385
Si	7.9664	5.3369	8.1615	0.2515	0.1952	-0.516
Si	1.7902	3.5923	9.4238	-0.6296	0.5223	0.4561
Si	3.5043	1.9444	9.5087	0.5831	-0.2095	-0.0027
Si	1.1968	10.0677	9.3822	0.6022	-0.2291	-0.3015
Si	4.0966	6.5325	9.9589	-0.1233	-0.2643	-0.4906
Si	6.4711	4.4047	9.711	-0.2659	-0.1024	0.2693
Si	10.1482	0.6185	9.5634	-0.0996	0.4562	0.2699
Si	4.2531	11.703	12.4588	0.2262	-0.0916	0.2005
Si	9.7098	7.2432	9.7575	-0.0441	-0.1871	-0.3597
Si	-1.086	5.3274	18.9807	0.9041	-0.7626	0.0357
Si	8.665	-2.024	14.3199	-0.2242	-0.2606	0.2196
Si	9.5844	1.5936	15.2958	-0.0006	0.5447	-0.1261
Si	8.1674	3.4387	12.3473	0.3251	0.1318	-0.0319
Si	-3.8946	0.5425	16.5239	-0.1832	0.0093	0.0372
Si	5.612	2.5137	14.646	-0.6177	-0.1462	0.3278
Si	1.8201	7.2696	12.1219	0.3911	-0.2678	0.0738
Si	0.069	15.8353	11.6754	0.0233	0.0182	-0.0407
Si	11.542	0.7527	17.1896	0.0162	0.0706	0.0452
Si	2.5049	10.0471	12.2944	0.4557	0.0506	0.2469
Si	4.39	7.2516	17.325	-0.237	-0.1005	-0.1181
Si	-0.8413	-2.0746	11.9763	-0.0269	-0.1752	-0.3262
Si	-1.8968	7.4681	18.3925	-0.2478	0.8135	-0.3239
Si	7.0013	11.3937	13.3629	-0.2641	-0.1453	-0.0166
Si	7.0498	6.7707	15.961	-0.3911	0.1774	-0.1363
Si	5.4873	9.7386	18.4996	-0.0886	0.0877	0.013
Si	-0.3491	-10.724	12.5521	-0.0285	0.4885	0.3058
Si	7.5343	3.9146	14.4901	-0.1837	0.0165	-0.5669
Si	-8.1032	9.5348	17.8068	0.1891	-0.0123	-0.1841
Si	-1.091	10.1178	16.7899	0.1198	-0.2183	0.1358
Si	5.6644	3.0797	17.4867	-0.2611	-0.3183	0.0464
Si	12.1836	-7.4939	18.8537	0.3335	-0.3471	-0.0515
Si	7.6068	4.3276	19.3828	-0.6676	-0.3375	0.0226
Si	3.3645	4.5588	18.6504	-0.1919	0.2292	0.0108
O	2.2728	-1.9392	-2.3703	-0.1949	-0.0016	0.3021
O	-3.0856	-3.9598	17.3964	0.1245	0.1931	0.061
O	4.0974	-0.4327	18.0523	-0.1111	-0.2886	0.0341
O	1.8257	-0.367	16.9451	0.209	0.0363	0.2453
O	-0.0431	4.179	18.2995	-0.6047	0.262	0.3468
O	1.651	3.1326	20.472	-0.0703	0.0374	-0.4053
O	2.463	6.4477	23.1082	-0.0512	-0.058	-0.0924
O	3.8602	12.3617	20.7663	0.1933	-0.1025	0.1876
O	3.1726	-2.6348	16.8708	0.1274	0.2117	0.3455
O	3.6917	5.1597	-1.488	0.2055	0.0376	-0.2831
O	5.4383	-3.9725	16.1392	0.4018	-0.0358	0.2171
O	9.6334	1.176	21.0049	-0.041	0.3971	0.6871
O	5.0341	6.6092	21.8358	0.1773	0.4526	-0.1438
O	7.0078	5.7635	23.3245	0.2666	0.1248	0.1111
O	6.4478	4.982	20.3703	0.0984	-0.1775	-0.4253
O	3.6798	5.8295	17.6764	0.2747	0.0159	0.1927
O	-3.5017	3.8517	10.9811	-0.1022	0.1279	0.0007
O	3.958	1.5215	11.0315	-0.1188	0.1678	-0.0628
O	7.9242	-0.7996	13.5392	0.1503	-0.0288	-0.014
O	0.9967	16.8125	12.6843	-0.1464	0.0392	-0.3086
O	-4.0844	9.6907	8.931	0.6955	0.0684	-0.1495
O	5.7078	10.9419	12.4673	0.2857	0.4531	0.109
O	5.3027	5.4502	10.3047	0.2503	0.096	-0.0347
O	5.9815	7.362	7.649	0.09	0.3475	0.0037
O	10.1464	1.0058	11.1945	0.0696	0.0214	0.1427
O	10.1733	5.945	10.6366	0.029	0.0047	-0.004
O	4.4194	12.9669	13.5647	0.2933	-0.1744	-0.1807
O	-1.5141	7.9379	13.18	0.1644	0.228	0.0268
O	8.4533	6.7389	8.885	0.2029	0.0337	0.4328
O	15.6016	8.0453	9.7469	0.1908	-0.3324	0.0971
O	0.5857	8.1356	11.4945	-0.2956	0.0087	0.2232
O	0.1941	1.7494	15.9594	-0.1857	-0.1266	-0.0174
O	1.142	4.0185	10.902	0.1507	0.0152	-0.1224
O	2.617	-2.3894	12.9353	-0.5818	0.0256	-0.359
O	-0.9743	0.9769	13.8194	0.0332	-0.0091	-0.0763
O	20.5172	-2.0201	17.8162	-0.2751	-0.1003	-0.0522
O	7.0059	-2.6416	22.0403	0.0862	-0.1301	-0.4067
N	6.4088	11.8579	14.9445	0.0235	-0.0137	-0.0828
O	2.2675	-0.9551	10.6688	-0.3388	-0.0426	0.3929
O	0.6481	-0.7181	20.7774	0.2262	-0.0676	-0.0309
O	-5.9052	3.1717	16.0044	0.2575	-0.0284	0.3222
O	2.9426	6.6531	11.114	0.014	0.1889	0.1621
O	5.7981	10.3945	19.9676	-0.3008	0.1699	-0.0085
O	-2.4597	18.914	19.8371	0.1537	-0.2151	-0.1645
O	-1.1171	3.9839	12.284	-0.0374	-0.2182	-0.2277
O	-1.7334	19.4175	10.6246	0.1089	-0.2929	0.5192
O	-2.1386	13.8731	15.191	0.1978	-0.0903	0.266
O	6.8655	4.1117	17.9109	-0.1112	-0.0519	0.1634
O	10.7	5.5348	20.3175	-0.2165	0.0657	-0.2644
O	-1.0164	9.3067	15.3273	-0.2576	0.1371	0.0845
O	7.5084	8.007	15.0318	0.1946	-0.0222	0.1022
O	4.4102	14.1938	18.4735	0.3643	0.1129	-0.077
O	7.7096	1.8033	12.5956	0.0566	0.2308	-0.1041
O	-1.7975	-4.1472	22.0009	0.2226	-0.0533	-0.4925
N	-2.1967	0.5258	16.3555	-0.1347	-0.3479	0.1098
O	-4.5281	1.6184	17.5763	-0.003	0.1632	-0.1479
O	1.2482	10.8954	12.901	-0.49	0.0396	-0.1232
O	6.5811	10.014	17.3043	0.0941	0.213	0.071
O	7.9807	-8.0032	20.0538	0.0147	0.3639	0.2469
O	4.3163	-2.0002	23.4827	-0.0177	-0.1793	-0.2405
O	1.1986	1.8251	18.3095	-0.159	0.0988	-0.0755
O	-3.4832	16.2698	15.1857	0.2214	-0.2874	0.1626
O	5.1957	-2.7733	18.4986	0.0112	0.0278	-0.0609

Results
free energy: -39243.656 eV
free energy less fixed offsets of N -289.75, O -463.61, Si -117.95 eV per atom: -4.346 eV
pressure: -1.27 GPa
stress xx, yy, zz, yz, xz, xy (GPa, positive in tension): 0.74, 1.29, 1.77, 0.52, 0.89, 0.6
